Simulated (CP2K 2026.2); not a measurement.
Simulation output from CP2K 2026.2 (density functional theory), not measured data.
Periodic cell of 504 atoms, Si360O144, from a study of silicon, its oxide and their interface. The atomic structure is a simulated model.
Doubt: the forces sum to 2.26 eV/angstrom along one axis rather than to zero, so they err by at least 0.0045 eV/angstrom per atom on average; the grid cutoff is modest.

Settings: functional PBE; method Gaussian and plane waves; basis set DZVP-MOLOPT-SR-GTH; pseudopotentials GTH-PBE; grid cutoff 300 Ry, relative cutoff 40 Ry; k points Gamma only; occupations fixed; spin none; net charge 0.

Cell vectors (angstrom)
a	16.32	0	0
b	0	16.32	0
c	-2.0243	-5.716	34.309

Atoms and the computed forces on them: element, x, y, z (angstrom), force x, y, z (eV/angstrom)
Si	-3.177	-1.995	0.73	0.082	-0.453	0.002
Si	1.445	0.917	1.356	-0.111	-0.007	0.03
Si	-1.854	3.786	0.932	-0.453	-0.305	0.523
Si	0.997	7.454	1.462	-0.11	-0.002	0.017
Si	-0.804	-7.216	1.434	0.219	-0.177	0.595
Si	2.005	-4.689	1.553	0.059	-0.026	-0.01
Si	3.32	-0.792	1.386	-0.131	0.187	0.528
Si	6.237	1.812	1.649	-0.19	0.181	0.588
Si	4.49	3.483	1.677	0.023	-0.064	-0.009
Si	7.465	6.229	1.597	-0.051	-0.212	0.583
Si	3.548	9.743	1.563	0.061	0.304	0.471
Si	-9.349	-4.181	1.045	-0.192	0.035	0.742
Si	-6.76	-1.555	1.653	0.244	-0.361	0.394
Si	-4.229	0.838	1.435	0.154	0.183	0.73
Si	-7.227	4.496	1.665	-0.107	0.117	0.629
Si	-4.48	7.18	1.434	-0.013	-0.024	-0.085
Si	-6.234	8.914	1.422	0.238	-0.044	0.535
Si	-5.22	-3.223	0.819	0.024	-0.028	-0.016
Si	-0.232	-0.275	2.81	0.041	0.028	-0.035
Si	2.606	2.551	2.751	-0.088	-0.025	0
Si	0.097	5.641	2.659	0.359	0.394	0.5
Si	2.602	8.227	3.016	-0.078	-0.058	0.097
Si	0.137	-5.494	2.744	-0.077	-0.086	-0.053
Si	2.712	-2.715	2.688	-0.007	0.017	-0.073
Si	5.179	0.018	2.722	0.029	0.03	-0.073
Si	-8.246	2.741	2.837	0.01	-0.01	-0.071
Si	5.53	5.345	2.75	-0.043	0.046	-0.013
Si	-8.005	8.073	2.781	-0.031	0.073	-0.01
Si	5.443	-5.438	2.437	0.01	-0.069	-0.049
Si	-8.282	-2.875	2.74	-0.076	-0.051	-0.051
Si	-5.516	-0.166	3.02	-0.06	-0.003	0.042
Si	-2.925	2.517	2.575	-0.016	0.012	-0.117
Si	-5.461	5.518	2.826	0.013	-0.051	0.015
Si	-2.667	8.183	2.611	0.005	0.01	0.028
Si	-5.437	-5.29	2.373	-0.096	-0.046	0.017
Si	-2.053	-2.09	2.775	0.05	-0.013	0.044
Si	-1.405	1.369	4.025	0.004	-0.033	0.002
Si	1.382	4.142	3.992	-0.022	-0.014	-0.006
Si	-1.397	6.814	4.078	0.061	-0.011	-0.069
Si	1.313	9.581	4.348	-0.009	0.03	-0.035
Si	-1.238	-3.989	3.961	-0.015	0.036	-0.003
Si	1.324	-1.444	4.142	-0.014	0.045	-0.038
Si	3.969	1.329	4.228	-0.022	0.033	-0.007
Si	6.818	4.107	4.274	0.046	0.031	-0.06
Si	4.113	6.757	4.039	0.01	-0.035	0.021
Si	6.822	-6.789	3.904	0.008	0.057	-0.034
Si	4.186	-4.042	3.982	-0.029	-0.02	-0.013
Si	-9.652	-1.387	3.982	-0.027	0.001	0.038
Si	-6.868	1.354	4.148	-0.021	0.025	0.036
Si	-4.108	4.011	4.012	0.037	-0.008	-0.021
Si	-6.732	6.831	4.28	-0.012	-0.047	-0.014
Si	-3.988	-6.604	3.874	0.009	0.006	-0.082
Si	-6.792	-4.175	4.005	0.07	0.052	-0.005
Si	-3.904	-1.377	4.185	0.072	-0.073	-0.067
Si	-2.693	0.077	5.534	0.003	0.058	-0.01
Si	-0.011	2.761	5.346	-0.001	0.01	0.016
Si	-2.737	5.392	5.393	0.004	-0.027	-0.031
Si	-0.079	8.149	5.528	0.001	-0.01	0.011
Si	-2.672	-5.336	5.33	0.083	0.035	0.04
Si	0.03	-2.769	5.521	-0.06	0.024	0.05
Si	2.657	-0.066	5.518	0.05	-0.017	0.024
Si	5.406	2.701	5.514	-0.013	0.033	-0.002
Si	2.752	5.419	5.423	-0.004	0.038	0.012
Si	5.474	-8.139	5.342	0.001	0.01	0.025
Si	2.799	-5.344	5.463	-0.024	-0.005	-0.028
Si	5.438	-2.724	5.455	0.065	-0.033	-0.01
Si	-8.255	-0.046	5.4	0.031	-0.01	-0.028
Si	-5.471	2.73	5.451	0.007	0.003	0.039
Si	-8.124	5.471	5.575	-0.013	-0.007	0.086
Si	-5.318	8.308	5.39	-0.047	0.015	-0.048
Si	-8.158	-5.488	5.381	-0.04	0.013	0.009
Si	-5.391	-2.792	5.374	0.014	-0.033	-0.038
Si	-1.339	-1.354	6.829	-0.01	-0.022	-0.037
Si	1.308	1.373	6.782	-0.016	0.007	0.002
Si	-1.359	4.074	6.771	0.031	-0.004	0.012
Si	1.362	6.778	6.785	0.033	-0.001	-0.023
Si	-1.412	9.579	6.794	0.015	-0.01	0
Si	1.412	-4.068	6.871	0.031	0.001	0.002
Si	4.069	-1.392	6.841	-0.046	0.005	0.025
Si	6.775	1.319	6.823	-0.005	0.015	-0.002
Si	4.069	4.08	6.84	-0.015	0.014	0.009
Si	-9.527	6.86	6.812	0.011	-0.004	-0.009
Si	4.129	-6.789	6.754	0.019	0.004	-0.008
Si	-9.484	-4.09	6.763	0.013	-0.004	0.012
Si	-6.796	-1.391	6.706	-0.013	0.01	-0.014
Si	-4.102	1.397	6.84	-0.024	0.013	-0.012
Si	-6.781	4.075	6.864	0.003	0.019	0.012
Si	-4.053	6.83	6.743	0.014	0.011	-0.013
Si	-6.774	-6.784	6.78	0.007	0.009	-0.005
Si	-4.059	-4.096	6.783	0.012	-0.014	0.006
Si	0.001	0.008	8.188	0.005	0.009	0.008
Si	2.706	2.702	8.158	0.013	-0.016	0.004
Si	0.007	5.421	8.146	-0.005	-0.005	-0.006
Si	2.74	-8.154	8.11	-0.028	-0.001	-0.009
Si	0.004	-5.44	8.159	0.005	-0.019	-0.007
Si	2.733	-2.712	8.234	-0.008	0.008	0.013
Si	5.428	-0.018	8.191	-0.006	-0.011	-0.002
Si	-8.172	2.697	8.167	0.011	-0.003	0.013
Si	-10.874	5.465	8.158	-0.019	0.003	0.01
Si	-8.135	-8.134	8.163	0.001	-0.016	0.005
Si	-10.845	-5.442	8.14	-0.018	0.009	0.001
Si	-8.133	-2.722	8.129	0.01	-0.027	-0.017
Si	-5.472	-0.017	8.124	0.014	0.004	-0.015
Si	-2.717	2.744	8.171	-0.002	0.005	0.003
Si	-5.418	5.484	8.153	-0.037	0.001	0.01
Si	-2.734	8.178	8.147	0.012	0.015	-0.002
Si	-5.434	-5.429	8.158	0.029	0.002	0.02
Si	-2.723	-2.721	8.151	-0.019	0.01	0.006
Si	-1.382	1.335	14.876	-0.031	0.029	-0.001
Si	1.36	4.112	14.917	-0.013	0	0.014
Si	-1.258	6.81	14.869	-0.011	0.01	-0.033
Si	1.383	-6.816	14.944	0.014	0.004	0.004
Si	-1.39	-4.139	14.912	0.005	0.004	-0.004
Si	1.374	-1.388	14.917	-0.008	0.007	0.009
Si	4.146	1.356	14.959	0.015	0.01	-0.003
Si	-9.507	4.119	15.04	0.002	-0.01	-0.007
Si	4.026	-9.477	14.961	-0.013	0.008	0.008
Si	-9.541	-6.771	14.995	0.005	-0.019	-0.009
Si	4.139	-4.075	14.973	0.028	-0.036	0.003
Si	6.85	-1.307	15.063	0.019	0.009	0.019
Si	-6.748	1.487	15.101	-0.006	0.018	0.017
Si	-3.952	4.031	14.837	0.035	0	-0.026
Si	-6.851	6.78	14.963	-0.026	-0.004	-0.022
Si	-4.139	9.496	14.919	-0.038	0.028	-0.01
Si	-6.853	-4.057	15.012	0.002	0.025	0.01
Si	-4.165	-1.406	14.932	0.005	0.014	-0.012
Si	-2.72	-0.098	16.188	0.024	-0.017	0.008
Si	-0.045	2.739	16.198	0.021	0.002	-0.006
Si	-2.585	5.409	16.152	0.023	-0.032	-0.026
Si	0.038	8.13	16.308	0.003	-0.022	0.018
Si	-2.812	-5.462	16.263	0.005	0.013	-0.034
Si	-0.001	-2.788	16.228	-0.02	-0.001	0.04
Si	2.791	-0.053	16.251	0.025	-0.015	-0.013
Si	5.468	2.731	16.367	-0.016	-0.066	-0.001
Si	2.657	5.492	16.324	-0.027	0.015	0.014
Si	5.327	-8.065	16.318	-0.034	0.061	0.024
Si	2.767	-5.465	16.284	-0.012	0.05	0.036
Si	5.483	-2.727	16.39	-0.015	0.007	-0.011
Si	-8.11	0.097	16.456	-0.043	-0.008	-0.026
Si	-5.172	2.786	16.388	-0.026	0.01	0.031
Si	-8.295	5.61	16.423	0.058	-0.04	0.026
Si	-5.502	8.135	16.284	0.005	-0.004	-0.014
Si	-8.208	-5.407	16.396	-0.033	0.007	0.009
Si	-5.531	-2.684	16.395	-0.031	0	0.01
Si	-1.466	-1.516	17.527	-0.036	0.007	0.012
Si	1.344	1.335	17.412	-0.022	0.018	-0.02
Si	-1.332	4.072	17.661	-0.008	0.039	0.002
Si	1.324	6.793	17.809	0.025	0.02	0.021
Si	-1.491	-6.908	17.532	-0.024	0	-0.04
Si	1.401	-4.108	17.561	0.027	0	-0.084
Si	4.107	-1.38	17.726	-0.006	-0.005	-0.039
Si	-9.456	1.474	17.828	0.038	0.043	-0.033
Si	4.043	4.118	17.603	0.019	-0.006	-0.002
Si	-9.72	6.928	17.707	-0.001	0.019	0.042
Si	4.051	-6.763	17.772	-0.044	0.056	-0.008
Si	-9.53	-4.053	17.863	-0.009	0.001	0.019
Si	-6.808	-1.279	17.875	0.039	0.01	0.008
Si	-3.949	1.216	17.642	-0.033	0.028	0.035
Si	-7.372	4.93	18.488	-0.067	-0.001	-0.008
Si	-4.127	6.599	17.409	-0.045	0.012	-0.001
Si	-6.877	9.478	17.689	0.039	-0.024	0.003
Si	-4.202	-4.149	17.658	-0.016	0.023	-0.003
Si	0.006	-0.118	18.617	0.024	-0.097	0.027
Si	2.609	2.721	18.782	-0.029	-0.012	-0.012
Si	-0.057	5.377	19.188	0.002	0.027	0.014
Si	2.765	8.137	19.159	-0.007	0.019	0
Si	-0.095	-5.466	18.715	0.044	-0.018	0.048
Si	2.719	-2.803	19.042	-0.029	-0.017	0.019
Si	5.48	0.015	19.085	-0.006	0.007	-0.04
Si	-8.194	2.907	19.325	0.084	-0.084	-0.012
Si	5.362	5.408	19.053	0.059	-0.01	-0.042
Si	-8.33	8.255	19.076	-0.087	0.006	-0.044
Si	5.367	-5.415	19.232	0.008	0.011	-0.018
Si	-8.183	-2.645	19.272	-0.043	-0.011	-0.015
Si	-5.366	0.1	19.203	-0.046	0.034	0.014
Si	-2.615	2.596	18.972	-0.047	0.025	-0.012
Si	-5.206	4.571	18.006	0.095	-0.049	0.005
Si	-2.842	-8.375	18.834	0.043	0	0.017
Si	-5.518	-5.532	19.064	-0.008	0.043	-0.019
Si	-2.902	-2.761	18.993	0.046	0.004	0.029
Si	-1.184	1.162	20.088	0.105	-0.063	0.033
Si	1.372	3.892	20.408	0.021	0.017	0.124
Si	-1.755	6.564	20.411	-0.009	-0.002	0.025
Si	1.172	-6.774	20.155	0.264	0.006	-0.804
Si	-1.396	-4.147	20.119	-0.005	0.085	-0.032
Si	1.221	-1.402	20.111	-0.03	0.042	-0.068
Si	3.906	1.365	20.119	0.067	-0.074	0.004
Si	-9.752	4.098	20.641	0.069	-0.042	-0.012
Si	4.051	6.637	20.56	-0.011	-0.042	0.097
Si	-9.661	9.464	20.591	-0.01	-0.044	-0.012
Si	4.064	-3.969	20.6	0.015	-0.065	0.1
Si	6.751	-1.22	20.663	0.08	0.002	0.058
Si	-6.202	2.048	20.385	-0.034	-0.013	0.053
Si	-4.412	3.678	20	-0.053	-0.06	0.083
Si	-7.234	6.581	20.27	0.072	-0.062	-0.055
Si	-4.159	-7.06	20.248	-0.009	-0.062	0.059
Si	-6.825	-4.168	20.495	-0.012	-0.007	0.027
Si	-4.117	-1.396	20.585	-0.001	0.015	0.027
Si	-2.143	-0.43	21.485	0	-0.313	-0.598
Si	0.556	1.941	21.463	0.232	-0.054	-0.636
Si	-3.599	5.455	21.353	-0.069	0.016	0.024
Si	-1.022	8.364	21.787	-0.719	0.096	-0.247
Si	-2.329	-5.97	21.297	-0.048	-0.026	0.018
Si	-0.535	-2.284	21.356	0.008	-0.006	0.047
Si	2.272	0.222	21.349	0.014	-0.029	0.073
Si	4.802	2.902	21.619	-0.085	0.052	0.141
Si	3.181	4.678	21.702	0.184	-0.057	-0.656
Si	5.717	7.657	21.923	0.022	0.006	0.011
Si	2.776	-5.24	22.093	0.525	0.381	-0.26
Si	5.264	-2.51	21.984	-0.075	0.03	-0.061
Si	7.614	-0.068	22.624	0.422	-0.224	-0.246
Si	-7.153	1.737	22.539	0.022	-0.321	-0.655
Si	-8.819	5.915	21.908	-0.088	-0.013	0.053
Si	-6.501	-7.42	23.787	0.056	0.017	-0.122
Si	-8.264	-5.458	21.867	-0.404	0.371	-0.41
Si	-5.447	-2.917	21.945	-0.033	0.24	-0.699
Si	-0.546	-2.769	23.618	0.502	-0.261	-0.387
Si	-1.472	1.675	23.655	-0.006	-0.083	-0.189
Si	-3.251	4.38	23.423	0.109	0.205	-0.555
Si	4.966	-2.782	-3.499	-0.016	0.027	0.106
Si	-2.981	-4.635	23.049	0.347	-0.242	-0.541
Si	0.881	-4.436	24.37	-0.234	0.541	-0.235
Si	0.156	-0.496	-2.053	0.008	-0.013	0.054
Si	6.295	-5.396	25.019	0.217	0.428	-0.48
Si	3.125	5.247	24.813	0.187	-0.103	-0.074
Si	2.738	8.139	25.208	0.548	0.194	-0.456
Si	-0.21	-7.213	24.613	0.066	-0.066	-0.06
Si	3.711	-0.772	22.93	0.214	0.322	-0.447
Si	-0.316	-0.246	25.604	0.014	-0.084	-0.208
Si	-8.43	-7.976	25.947	-0.102	-0.036	0.003
Si	-8.295	-1.564	26.896	0.059	-0.028	0.035
Si	-5.189	-8.954	21.386	0.18	-0.189	-0.556
Si	6.907	-3.863	23.257	0.061	-0.046	0.081
Si	-4.298	-5.815	25.311	0.055	-0.021	0.008
Si	-7.565	-6.101	-0.876	-0.123	0.063	0.034
Si	-3.46	5.654	26.021	-0.039	0.136	0.031
Si	-10.219	-2.184	-6.191	-0.076	0.029	-0.053
Si	-10.142	5.658	25.744	0.086	0.061	-0.112
Si	2.663	7.444	-0.204	-0.432	0.113	0.341
Si	-3.813	-3.282	-3.419	0.073	0.016	0.011
Si	2.614	6.82	-3.233	0.028	-0.107	0.049
Si	-6.344	7.375	-4.707	0.002	0.029	0.067
Si	-9.118	-2.384	-1.425	-0.075	-0.021	0.13
Si	-2.455	-7.752	26.807	-0.011	0	-0.162
Si	-5.831	1.519	-1.178	0.083	0.005	0.164
Si	4.212	4.615	-0.281	-0.041	-0.257	0.556
Si	2.116	-3.736	27.155	0.042	0.012	-0.166
Si	2.604	3.718	27.389	-0.014	0.115	-0.01
Si	4.322	1.503	26.3	-0.024	0.001	-0.09
Si	2.025	-4.53	-0.748	-0.016	-0.022	0.63
Si	2.105	-7.106	-4.965	0.093	-0.132	0.015
Si	8.397	-2.07	23.754	-0.553	0.018	-0.45
Si	3.796	-5.566	-2.933	-0.033	0.043	0.023
Si	-3.974	5.79	-0.463	-0.71	-0.062	0.308
Si	-5.847	4.399	24.912	-0.576	0.149	-0.137
Si	-5.297	0.564	-3.792	-0.061	-0.082	-0.041
Si	-2.592	-6.136	-3.588	0.072	-0.03	-0.012
Si	4.906	1.262	23.358	-0.39	-0.034	-0.577
Si	-7.942	4.635	23.762	0.416	0.385	-0.246
Si	-1.872	-2.594	-1.085	-0.436	0.209	0.379
Si	-0.141	-0.307	-5.036	0.001	0.087	-0.107
Si	-7.448	2.498	-5.045	0.023	0.07	-0.116
Si	-1.633	6.504	-5.516	-0.063	0.027	-0.017
Si	-7.735	5.107	-3.396	0.074	-0.127	0.062
Si	-5.784	4.429	-1.112	0.42	0.371	0.336
Si	-6.494	1.509	25.342	0.51	-0.425	0.258
Si	-8.446	0.321	-0.424	0.078	-0.109	0.108
Si	-9.708	6.126	-1.236	0.167	0.005	0.03
Si	-0.767	-6.935	-5.997	-0.073	0.001	0.069
Si	-5.731	-0.287	26.669	-0.147	0.432	-0.566
Si	0.32	2.123	-0.575	0.573	-0.336	0.459
Si	5.338	8.03	-3.016	-0.059	-0.106	-0.157
Si	-3.56	7.337	-3.23	0.018	-0.003	-0.003
Si	-0.781	-5.52	-1.15	-0.044	-0.081	0.168
Si	-9.298	-5.156	-5.898	-0.052	-0.058	-0.075
Si	2.657	-0.929	25.807	-0.093	-0.041	-0.057
Si	-9.054	1.215	26.781	0.07	-0.027	-0.057
Si	4.328	8.849	23.548	0.002	-0.675	0.099
Si	-1.944	-1.547	27.934	-0.131	0.021	-0.182
Si	1.911	2.082	-4.934	-0.014	-0.067	-0.04
Si	2.842	-1.683	-1.482	0.102	-0.094	0.063
Si	2.226	3.781	-2.41	-0.174	0.127	-0.095
Si	-8.465	-7.027	-3.648	-0.038	-0.087	-0.006
Si	-3.032	0.848	-5.572	-0.021	-0.071	-0.018
Si	4.937	-5.027	27.713	-0.015	0.003	-0.017
Si	-4.807	-1.512	-5.731	-0.02	0.03	-0.098
Si	-6.132	-3.561	-1.358	0.238	0.076	0.575
Si	-4.39	-2.946	26.671	-0.065	0.05	-0.008
Si	-1.373	1.358	9.528	-0.011	-0.008	0.016
Si	1.373	4.071	9.51	-0.019	-0.014	-0.003
Si	-1.358	6.808	9.483	0.029	0.015	0.002
Si	1.373	-6.809	9.489	-0.002	-0.001	0.014
Si	-1.358	-4.076	9.517	0.004	0.014	-0.018
Si	1.369	-1.339	9.565	0.022	0.02	0.006
Si	4.084	1.363	9.541	-0.013	-0.008	-0.003
Si	-9.517	4.087	9.519	-0.001	0.007	-0.006
Si	4.088	6.82	9.501	0.016	-0.007	-0.002
Si	-9.496	-6.778	9.523	0.01	0.022	0.005
Si	4.114	-4.094	9.528	-0.023	0.004	0.007
Si	-9.499	-1.368	9.516	-0.002	0.018	-0.003
Si	-6.811	1.342	9.511	0.003	-0.012	0.003
Si	-4.075	4.111	9.516	0.045	0.016	-0.002
Si	-6.8	6.81	9.53	0.001	-0.004	0.005
Si	-4.102	-6.81	9.522	-0.035	-0.039	-0.003
Si	-6.788	-4.059	9.521	0.011	0.01	0.006
Si	-4.103	-1.371	9.494	-0.001	-0.015	0.011
Si	-2.742	-0.024	10.859	-0.001	0.012	-0.007
Si	0.027	2.706	10.858	0.022	0.024	-0.005
Si	-2.716	5.462	10.866	-0.014	0.005	0.009
Si	0.004	-8.163	10.838	0.002	-0.028	-0.008
Si	-2.732	-5.443	10.863	0.002	-0.007	-0.006
Si	-0.003	-2.726	10.893	-0.003	0.021	0.003
Si	2.749	0.005	10.917	-0.01	0	0.008
Si	-10.861	2.73	10.902	-0.007	-0.011	0.005
Si	2.75	5.436	10.853	-0.004	0.014	-0.005
Si	-10.87	-8.149	10.867	-0.016	-0.005	-0.005
Si	2.73	-5.451	10.862	0.008	-0.006	-0.011
Si	-10.854	-2.722	10.882	-0.004	-0.031	-0.005
Si	-8.159	0.007	10.893	0	0	0.001
Si	-5.451	2.724	10.849	-0.019	0.004	-0.004
Si	-8.162	5.444	10.892	0.013	-0.004	0.002
Si	-5.454	-8.152	10.904	0.006	0.028	0.026
Si	-8.152	-5.413	10.885	0.004	0.001	0.004
Si	-5.452	-2.695	10.899	0.007	0.018	0.007
Si	-1.381	-1.373	12.24	-0.021	0	0.004
Si	1.385	1.37	12.251	-0.012	0.012	-0.004
Si	-1.328	4.084	12.171	0.012	-0.015	-0.013
Si	1.385	-9.512	12.171	-0.016	-0.005	-0.006
Si	-1.364	-6.813	12.204	0.026	-0.016	-0.007
Si	1.374	-4.098	12.234	0.005	-0.011	-0.003
Si	4.122	-1.364	12.26	0.002	0.021	0.008
Si	-9.48	1.384	12.279	0.003	-0.002	-0.008
Si	-12.221	4.095	12.257	-0.005	0.002	0
Si	-9.539	-9.516	12.25	-0.01	0.022	0.013
Si	-12.223	-6.787	12.228	-0.009	0.007	0.002
Si	-9.498	-4.051	12.259	0.015	0.006	-0.004
Si	-6.81	-1.325	12.278	-0.016	0.011	0.014
Si	-4.111	1.336	12.194	0.022	0.003	0.006
Si	-6.792	4.08	12.244	-0.005	-0.011	-0.009
Si	-4.086	6.797	12.25	0.013	-0.017	0
Si	-6.829	-6.789	12.255	-0.015	-0.004	-0.003
Si	-4.107	-4.097	12.227	-0.011	0.004	0.003
Si	0.019	-0.014	13.569	0.011	0.011	-0.005
Si	2.752	2.726	13.618	-0.006	-0.012	0.008
Si	0.045	5.44	13.506	0.027	0.006	-0.011
Si	2.716	-8.153	13.55	0.008	0	-0.009
Si	0	-5.477	13.574	-0.023	-0.012	-0.011
Si	2.752	-2.747	13.594	0.001	-0.027	-0.003
Si	5.499	-0.004	13.624	-0.009	-0.009	-0.011
Si	-8.131	2.768	13.671	-0.023	-0.036	-0.012
Si	-10.885	5.46	13.651	0.011	-0.001	0.014
Si	-8.194	-8.152	13.615	0.021	0.013	0.004
Si	-10.856	-5.427	13.589	-0.008	0.008	-0.006
Si	-8.168	-2.68	13.645	-0.02	0.001	0
Si	-5.475	0.064	13.648	-0.01	0.015	0.018
Si	-2.681	2.675	13.459	0.01	0.009	-0.003
Si	-5.435	5.421	13.617	0.02	-0.019	0.05
Si	-2.715	8.159	13.586	0.002	0.003	0.013
Si	-5.491	-5.419	13.614	0.014	-0.012	-0.001
Si	-2.76	-2.746	13.587	0.026	0.008	0.007
O	-0.74	4.727	1.604	0.333	0.004	-0.108
O	0.446	-7.902	21.076	0.327	-0.547	-0.035
O	1.464	-5.545	21.202	-0.376	0.535	0.313
O	-2.219	0.427	22.909	-0.43	0.003	0.317
O	-6.13	1.307	23.759	0.653	-0.407	0.181
O	-0.065	2.106	22.972	0.103	0.115	0.364
O	-2.41	2.994	23.62	0.13	-0.179	-0.063
O	1.301	-4.413	25.935	-0.294	-0.227	0.182
O	-0.184	1.033	-1.673	-0.334	-0.006	-0.103
O	-1.178	-7.509	25.858	0.204	0.108	0.383
O	2.259	-4.579	23.489	0.137	0.536	0.429
O	3.435	-6.699	22.401	-0.055	-0.396	-0.23
O	-1.052	1.119	25.123	-0.079	0.364	0.662
O	-5.594	7.875	22.914	-0.071	-0.109	0.266
O	-7.413	-6.508	22.82	-0.02	-0.253	-0.158
O	-6.409	-2.26	23.113	0.075	0.271	0.341
O	-4.408	-3.922	22.696	-0.177	-0.332	0.085
O	1.283	-0.058	25.818	0.123	0.718	-0.14
O	-4.787	0.469	27.708	-0.359	0.135	0.256
O	3.377	-5.109	-1.441	0.247	-0.026	0.083
O	-6.832	4.151	0.105	0.09	-0.129	-0.352
O	-2.803	4.743	0.022	-0.101	-0.227	-0.51
O	-7.569	-0.521	0.648	0.13	-0.105	-0.051
O	-5.089	5.549	25.811	-0.238	0.52	0.219
O	-5.379	2.972	-1.716	0.406	-0.019	-0.603
O	-4.46	-4.262	25.737	-0.081	0.1	-0.314
O	3.484	6.051	0.011	-0.116	0.025	0.125
O	3.668	-1.226	-0.168	0.172	-0.136	-0.313
O	1.868	7.7	-4.382	-0.116	-0.118	-0.336
O	-3.503	6.62	-1.787	0.148	0.268	-0.035
O	-1.34	-4.079	-0.677	0.035	0.073	0.637
O	-8.434	-5.29	0.243	-0.066	-0.347	0.367
O	-9.804	-3.091	-0.108	-0.228	0.447	0.116
O	-9.384	-3.544	-5.936	0.623	0.092	-0.047
O	2.479	4.201	25.851	-0.52	-0.133	-0.125
O	4.821	-6.787	-2.81	0.059	0.185	-0.023
O	-9.027	5.614	-2.595	-0.14	-0.127	-0.126
O	0.708	-6.536	-5.504	-0.062	0.645	0.199
O	0.814	-5.431	-1.327	0.121	-0.255	-0.302
O	-7.437	1.331	-1.174	-0.336	0.41	-0.469
O	-10.599	7.422	-1.577	-0.305	0.319	0.78
O	-7.699	-7.93	27.403	0.036	-0.225	0.301
O	-5.196	-3.429	28	-0.27	0.529	0.237
O	-6.013	3.013	25.789	0.047	0.11	0.594
O	-7.994	3.685	-4.101	-0.616	-0.18	-0.151
O	-0.317	-0.858	-3.541	-0.524	-0.426	-0.232
O	-5.295	0.367	-2.188	-0.079	-0.515	0.01
O	-6.442	-5.145	-1.538	0.456	-0.446	-0.555
O	-7.362	6.136	-4.566	-0.094	-0.31	-0.523
O	-8.681	1.524	-5.399	0.059	0.074	0.392
O	-3.194	-5.805	24.147	0.302	-0.55	0.065
O	3.221	2.026	-5.848	0.312	0.095	0.192
O	-9.605	1.26	0.182	-0.437	-0.171	-0.421
O	-5.852	-6.072	27.953	0.151	-0.041	-0.527
O	2.534	-2.238	26.732	-0.002	0.065	0.145
O	-3.698	-6.8	26.426	-0.422	0.058	0.342
O	-6.798	-7.304	-0.126	0.097	-0.569	-0.246
O	3.895	-0.055	26.369	0.206	-0.101	0.058
O	4.302	1.94	24.73	-0.204	0.546	-0.076
O	-1.37	-5.899	-2.58	0.116	-0.287	-0.077
O	2.32	7.526	-1.795	-0.391	0.383	-0.069
O	-7.561	-2.802	-1.519	0.091	0.126	-0.204
O	1.042	3.38	-1.352	0.006	0.503	-0.107
O	1.929	-2.989	-1.228	-0.46	0.093	0.043
O	-8.757	6.579	-0.02	0.265	0.369	-0.205
O	-6.524	5.164	-2.34	0.278	0.443	-0.095
O	-5.672	-6.412	24.735	-0.245	0.291	0.115
O	-1.952	-6.417	-5.035	-0.553	0.15	-0.173
O	3.291	-7.951	26.712	0.138	-0.048	0.113
O	-7.386	7.954	24.766	0.238	-0.681	0.043
O	-2.046	-3.454	23.674	-0.246	0.109	0.44
O	0.919	3.232	-5.411	0.031	0.29	0.336
O	-3.368	-0.335	0.671	0.158	0.068	-0.448
O	-0.818	7.777	-6.071	0.307	-0.087	-0.071
O	-6.312	1.732	-4.213	0.205	0.051	0.232
O	-9.925	-2.831	-2.744	0.518	0.017	-0.227
O	-0.551	-1.415	24.513	0.091	0.066	0.079
O	-5.182	-3.085	-2.581	-0.3	0.073	0.004
O	3.904	-1.924	-2.653	-0.283	0.418	-0.191
O	4.203	7.017	-3.603	0.206	-0.185	-0.113
O	-2.593	-2.648	-2.551	0.42	0.155	-0.481
O	-9.136	4.73	24.889	-0.186	-0.157	0.187
O	-8.949	-6.481	25.601	0.308	0.278	0.368
O	3.531	-7.521	0.173	0.283	-0.013	-0.251
O	-10.51	1.88	26.789	0.004	0.425	0.472
O	2.962	-1.386	24.277	-0.149	-0.476	-0.037
O	-6.969	-0.891	27.537	-0.111	0.34	0.667
O	2.115	5.259	-3.145	-0.377	-0.052	-0.136
O	-9.598	7.202	25.867	-0.226	0.152	0.438
O	-5.213	1.46	0.305	-0.117	0.328	-0.05
O	-7.024	-7.637	-4.043	0.373	0.159	0.296
O	-2.972	7.032	26.711	0.149	0.018	0.285
O	-10.76	-5.815	-6.139	-0.331	0.311	0.335
O	-0.715	5.19	-5.415	0.254	-0.217	0.618
O	-8.125	1.496	25.485	-0.336	-0.085	-0.3
O	1.767	-0.567	-1.911	0.025	0.262	-0.227
O	-4.933	7.044	-4.017	-0.028	-0.589	-0.24
O	-9.647	-8.118	-3.932	0.021	-0.672	-0.463
O	-8.719	-5.674	-4.492	0.287	0.105	0.347
O	-2.877	-2.52	27.039	0.382	-0.183	-0.068
O	-5.029	-1.609	26.008	-0.011	-0.088	-0.73
O	-4.818	4.012	23.703	-0.427	-0.016	-0.531
O	-8.191	1.832	28.008	0.514	0.571	-0.214
O	2.541	-6.091	-3.791	-0.312	0.227	0.287
O	-9.381	-0.375	26.822	-0.583	-0.302	-0.324
O	-0.961	-0.691	27	0.226	0.269	0.026
O	4.464	-4.305	-3.691	0.182	-0.043	-0.127
O	-2.776	5.464	24.555	0.411	0.37	-0.154
O	5.152	-6.288	24.3	-0.053	0.074	0.142
O	-0.176	-5.664	24.131	-0.218	0.141	0.059
O	3.315	2.28	27.28	-0.3	-0.487	0.23
O	-3.547	-4.851	-3.654	-0.396	-0.048	-0.202
O	-0.628	-1.545	-1.104	0.026	0.125	0.378
O	5.085	-2.058	-4.94	-0.23	0.004	-0.047
O	-10.293	5.034	27.227	0.332	-0.363	0.208
O	-7.895	3.134	23.037	-0.145	0.212	0.235
O	-9.903	0.653	23.527	0.099	-0.192	0.038
O	-7.899	-2.057	25.401	0.004	-0.21	0.134
O	0.013	-1.593	-6.008	0.175	-0.475	0.136
O	-3.457	-7.383	-3.058	-0.25	0.178	0.517
O	-9.18	-0.769	-1.364	-0.097	0.216	-0.591
O	3.573	3.838	-1.539	0.241	-0.405	-0.211
O	-1.069	2.713	0.011	-0.53	-0.134	-0.37
O	-8.832	-2.725	27.858	0.222	-0.335	-0.251
O	-5.737	-0.757	-4.627	-0.385	-0.221	-0.017
O	2.307	6.603	25.036	-0.466	-0.081	0.22
O	-0.735	-8.134	23.386	-0.197	-0.558	0.286
O	3.39	-4.63	27.542	-0.267	-0.174	0.093
O	2.342	2.546	-3.446	0.32	-0.3	0.108
O	3.226	-7.07	-6.145	0.017	0.062	-0.083
O	1.162	0.653	-5.039	0.37	-0.19	0.009
O	-3.011	4.373	26.888	-0.071	-0.199	-0.156
O	2.849	4.785	23.305	-0.161	-0.008	0.206
O	-10.639	-4.659	26.323	0.264	0.506	0.184
O	-3.936	-2.592	-4.884	0.288	-0.249	-0.184
O	-3.76	0.954	-4.14	0.496	0.294	0.792
O	-8.488	-6.67	-2.066	-0.39	0.002	0.13
O	1.332	-7.415	25.043	-0.024	0.028	0.334
O	-2.295	6.805	-4.082	0.306	-0.133	0.187
O	-1.182	-6.66	-0.073	-0.265	-0.276	-0.424
O	-9.242	-0.893	-6.255	0.437	-0.053	0.395
O	-10.577	4.889	-0.707	0.373	-0.309	-0.148
O	4.706	5.598	25.048	-0.039	0.335	0.081
O	-1.458	0.537	-5.443	0.045	0.289	-0.099

Results
total energy: -101645.474 eV
total energy less fixed offsets of O -438.25, Si -107.07 eV per atom: 7.726 eV
